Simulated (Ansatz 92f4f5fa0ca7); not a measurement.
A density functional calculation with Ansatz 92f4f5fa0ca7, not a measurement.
Periodic cell of 227 atoms, Si134O91H1N1, from a study of silicon, its oxide and their interface. The atomic structure is a simulated model.

Settings: functional PBE; potential files Ansatz PAW; basis plane waves; wave-function cutoff 700 eV; density cutoff ratio 5; exchange-correlation grid ratio 1; k mesh 2 x 2 x 1, shifted by 0.5 0.5 0.5 of a step; self-consistency stop 5e-08 eV per atom in the density residual; occupations fixed; spin none; net charge 0.

Cell vectors (angstrom)
a, 10.938, 0, 0
b, 0, 10.938, 0
c, 0, 0, 32.9062

Atoms and the computed forces on them: element, x, y, z (angstrom), force x, y, z (eV/angstrom)
Si, 0.2979, -0.228, 25.4537, 0.0137, -0.0194, -0.0296
Si, 5.8667, -0.2439, 25.4496, 0.0227, -0.0227, -0.0294
Si, 2.522, 3.0828, 25.3099, -0.0098, 0.001, -0.045
Si, 7.9382, 3.2147, 25.3418, -0.0168, 0.0142, -0.0354
Si, 0.25, 5.3475, 25.2885, 0.0095, 0.0079, -0.0373
Si, 5.7056, 5.4953, 25.4528, 0.0229, 0.0175, -0.0326
Si, 2.4884, 8.4076, 25.4898, -0.0257, -0.0029, -0.0269
Si, 8.0147, 8.3773, 25.745, -0.0272, -0.0113, -0.0403
Si, 1.4107, 1.4518, 26.6833, -0.0069, -0.0152, 0.005
Si, 6.8893, 1.4829, 26.6679, 0.0035, 0.0045, 0.0051
Si, 4.0949, 4.2115, 26.6643, 0.0055, -0.0003, 0.0211
Si, 9.5973, 4.2041, 26.6799, 0.0034, 0.003, 0.0224
Si, 1.3391, 6.8484, 26.7832, -0.0152, -0.0246, -0.0101
Si, 6.8099, 6.8651, 26.9928, -0.0253, -0.0271, -0.0092
Si, 4.1387, 9.6124, 26.7018, -0.0037, -0.011, 0.0021
Si, 9.644, 9.6314, 26.8235, -0.0032, -0.01, 0.0052
Si, 2.747, 0.0413, 28.0835, -0.0103, -0.0035, -0.0043
Si, 8.2052, 0.0696, 28.1072, -0.0167, 0.0031, -0.0107
Si, -0.026, 2.7496, 28.0734, 0.0124, 0.0163, -0.0011
Si, 5.4336, 2.7669, 28.062, 0.0096, 0.0074, 0.0003
Si, 2.7355, 5.4898, 28.1197, -0.0077, -0.0196, -0.0005
Si, 8.2438, 5.4632, 28.1715, -0.0042, -0.0323, -0.0178
Si, -0.0127, 8.1965, 28.1618, 0.0138, 0.0134, -0.004
Si, 5.3923, 8.2503, 28.1853, -0.0003, 0.0321, -0.0105
Si, 4.1018, 1.3673, 29.4879, 0.1045, 0.1543, -0.1742
Si, 9.5708, 1.3673, 29.4879, 0.0698, 0.2598, 0.0387
Si, 1.3673, 4.1018, 29.4879, -0.0801, -0.0306, -0.2613
Si, 6.8362, 4.1018, 29.4879, -0.0488, -0.2258, -0.1358
Si, 4.1018, 6.8362, 29.4879, -0.3445, 0.0243, 0.3978
Si, 9.5708, 6.8362, 29.4879, 0.063, 0.0563, 0.516
Si, 1.3673, 9.5708, 29.4879, 0.2259, 0.1171, -0.1644
Si, 6.8362, 9.5708, 29.4879, 0.0143, 0.3681, -0.0877
Si, 0, 0, 30.8552, 0.0554, 0.0331, -0.0453
Si, 5.469, 0, 30.8552, 0.1081, 0.051, 0.0001
Si, 2.7345, 2.7345, 30.8552, -0.01, -0.027, -0.0421
Si, 8.2035, 2.7345, 30.8552, -0.0265, -0.0325, 0.0101
Si, 0, 5.469, 30.8552, 0.0133, 0.0461, 0.0201
Si, 5.469, 5.469, 30.8552, 0.041, 0.0387, -0.0402
Si, 2.7345, 8.2035, 30.8552, 0.0268, -0.0358, 0.0387
Si, 8.2035, 8.2035, 30.8552, 0.0471, -0.0245, -0.0265
Si, 1.3673, 1.3673, 32.2224, -0.0086, 0.0025, 0.0154
Si, 6.8362, 1.3673, 32.2224, -0.0133, -0.0049, 0.0015
Si, 4.1018, 4.1018, 32.2224, -0.0006, 0.0164, -0.0019
Si, 9.5708, 4.1018, 32.2224, -0.0011, 0.0131, -0.0146
Si, 1.3673, 6.8362, 32.2224, -0.0223, 0.0457, 0.0037
Si, 6.8362, 6.8362, 32.2224, -0.0312, 0.0371, 0.0121
Si, 4.1018, 9.5708, 32.2224, -0.0279, -0.026, -0.0162
Si, 9.5708, 9.5708, 32.2224, -0.0495, -0.0223, 0.0054
Si, 2.7345, 0, 0.6835, 0.0471, -0.0487, -0.0024
Si, 8.2035, 0, 0.6835, -0.0242, 0.0356, 0.0215
Si, 0, 2.7345, 0.6835, -0.0277, 0.018, -0.0212
Si, 5.469, 2.7345, 0.6835, 0.0652, -0.0426, -0.0019
Si, 2.7345, 5.469, 0.6835, -0.0002, -0.0001, 0.0144
Si, 8.2035, 5.469, 0.6835, 0.0276, -0.0194, -0.0004
Si, 0, 8.2035, 0.6835, 0.0678, -0.0322, 0.0015
Si, 5.469, 8.2035, 0.6835, -0.0109, 0.0424, -0.0171
Si, 4.1018, 1.3673, 2.0507, -0.0612, 0.0191, 0.01
Si, 9.5708, 1.3673, 2.0507, 0.1086, 0.0466, -0.0062
Si, 1.3673, 4.1018, 2.0507, -0.0679, -0.0624, -0.0182
Si, 6.8362, 4.1018, 2.0507, -0.0286, 0.0587, 0.0139
Si, 4.1018, 6.8362, 2.0507, 0.0873, 0.0888, 0.0291
Si, 9.5708, 6.8362, 2.0507, -0.1195, 0.0234, 0.052
Si, 1.3673, 9.5708, 2.0507, -0.0618, -0.0251, -0.0183
Si, 6.8362, 9.5708, 2.0507, -0.0897, -0.1688, -0.0029
Si, 0, 0, 3.418, 0.235, 0.2379, -0.3956
Si, 5.469, 0, 3.418, -0.1385, -0.2189, 0.2137
Si, 2.7345, 2.7345, 3.418, -0.1668, -0.1928, -0.1991
Si, 8.2035, 2.7345, 3.418, 0.2156, 0.2243, 0.2336
Si, 0, 5.469, 3.418, -0.0141, -0.562, 0.3179
Si, 5.469, 5.469, 3.418, 0.3088, 0.0488, -0.0317
Si, 2.7345, 8.2035, 3.418, -0.1424, -0.0157, -0.0609
Si, 8.2035, 8.2035, 3.418, -0.2959, -0.2178, -0.2863
Si, 1.3883, 1.3362, 4.7974, -0.0048, -0.0024, -0.0083
Si, 6.8532, 1.3626, 4.7633, 0.0115, 0.0058, 0.0093
Si, 4.0923, 4.0938, 4.7329, 0.0041, 0.0025, 0.0115
Si, 9.6239, 4.0237, 4.9007, -0.0013, 0.014, -0.0122
Si, 1.3843, 6.7973, 4.7707, 0.0117, -0.0088, 0.0115
Si, 6.894, 6.7914, 4.8157, -0.0059, -0.018, 0.0097
Si, 4.0489, 9.5645, 4.8092, 0.0158, -0.0066, -0.014
Si, 9.5445, 9.602, 4.687, 0.0011, -0.0017, 0.0189
Si, 2.68, -0.0276, 6.2415, -0.0372, 0.0118, -0.0007
Si, 8.2373, 0.001, 6.1034, 0.0105, 0.0158, -0.0172
Si, 0.0187, 2.5199, 6.3182, -0.0001, 0.0065, 0.0063
Si, 5.4585, 2.7185, 6.0669, -0.0031, -0.0123, 0.0211
Si, 2.706, 5.3789, 6.1506, 0.0126, 0.0106, -0.0081
Si, 8.3165, 5.4503, 6.3048, -0.0071, 0.0012, -0.021
Si, -0.0645, 8.1981, 5.9677, 0.0025, -0.0241, 0.0026
Si, 5.3767, 8.1134, 6.0976, -0.0179, 0.0162, -0.024
Si, 3.9071, 1.6039, 7.4528, 0.0042, 0.0473, 0.0325
Si, 9.8141, 0.8132, 7.6947, 0.0055, -0.0295, 0.0544
Si, 1.6257, 3.7771, 7.5281, 0.0347, -0.0057, 0.0468
Si, 6.6526, 4.2125, 7.4224, -0.0334, -0.0039, 0.0291
Si, 4.3842, 6.4115, 7.4442, 0.0258, -0.0412, 0.0459
Si, 9.3252, 7.3195, 7.5187, -0.0099, 0.0562, 0.0412
Si, 1.0552, 9.5881, 7.4204, -0.047, -0.0227, 0.0286
Si, 6.9385, 9.3925, 7.2396, 0.0198, -0.0105, 0.0508
O, 5.5368, 5.3286, 7.9026, 0.0046, 0.0141, 0.0177
N, -0.243, -0.5863, 8.3997, 0.0153, 0.0232, 0.0032
O, 2.816, 2.7205, 7.9705, -0.0021, 0.0016, 0.0213
O, 7.9204, 8.1545, 7.6551, 0.0088, 0.0047, 0.0261
O, 1.4197, 9.5747, 25.0123, -0.0075, 0.0052, -0.0349
O, 6.7634, 4.3201, 24.9551, 0.005, 0.005, -0.0257
O, 6.9805, 9.5134, 25.163, 0.0086, -0.0042, -0.0331
O, -0.325, 6.0553, 23.8846, -0.003, -0.0168, 0.0228
O, 6.5175, 10.1638, 8.6435, -0.0253, -0.0166, -0.007
O, 1.1091, 4.4313, 8.9548, 0.0161, -0.0148, -0.0073
O, 1.7092, 8.4634, 8.4582, 0.0119, 0.022, 0.0065
O, 7.1597, 3.4013, 8.7578, 0.0166, 0.0054, -0.0043
O, 9.9317, 7.6869, 9.0355, -0.0068, -0.0103, -0.0083
O, 4.6207, 1.0756, 8.8554, -0.0094, -0.0226, -0.0177
O, 3.7882, 6.8751, 8.9157, -0.0125, 0.0211, -0.0141
O, 9.1581, 1.6322, 8.9556, 0.0003, -0.01, -0.0182
O, 5.5176, 0.2495, 23.9213, -0.0033, -0.0229, 0.0114
O, 8.6531, 2.8864, 23.8944, -0.021, -0.0013, 0.005
O, 8.4124, 6.121, 22.2645, 0.0186, -0.0003, -0.0088
O, 5.2664, 6.403, 24.138, -0.0095, -0.0248, 0.0171
O, 8.4789, 7.4192, 24.5114, 0.0261, 0.0288, -0.0133
O, 3.2899, 2.4629, 23.9739, -0.0329, 0.0053, 0.005
O, 2.9068, 7.5819, 24.1197, 0.0261, 0.0261, 0.0052
O, 10.5957, 0.3088, 24.0388, 0.0322, 0.0005, -0.0111
Si, 5.6718, 10.0511, 12.3331, -0.0019, -0.0053, -0.0003
Si, 9.5287, 4.933, 14.6794, -0.0016, 0.0024, 0.0036
Si, 17.8244, 15.2378, 16.4872, 0.0009, -0.0014, -0.0014
Si, 2.8769, 8.4134, 18.3588, -0.0006, 0.0021, 0.0037
Si, 4.1907, 4.1709, 14.8612, 0.0053, 0.0045, -0.0011
Si, 0.0737, 0.6902, 22.4997, 0.009, 0.0072, 0.0028
Si, 3.6287, 14.2598, 19.8143, 0.0004, -0.0074, 0.0014
Si, -2.2986, 2.5479, 22.3074, -0.004, -0.0033, -0.0092
Si, -2.3221, 9.5899, 12.2137, -0.0054, -0.0032, -0.0018
Si, 2.9649, 1.7658, 22.5195, -0.0258, -0.0037, -0.0162
Si, 6.1908, 1.9884, 18.4502, 0.0052, -0.0003, -0.0031
Si, 8.1407, 2.5996, 9.7637, -0.0119, 0.0123, 0.0025
Si, 10.2179, -1.7435, 9.6852, -0.0003, 0.0075, -0.0011
Si, 14.0231, 8.28, 9.3208, 0.0088, 0.0087, 0.0013
Si, 1.367, 7.7833, 11.4475, 0.0035, 0.0014, 0.0028
Si, 7.2182, 11.3901, 20.9164, -0.0033, -0.0046, -0.0036
Si, 8.5448, 5.285, 20.8751, 0.0013, -0.0004, -0.0038
Si, 1.5174, 4.7446, 10.5038, 0.0078, -0.0029, 0.0023
Si, 14.797, -4.4736, 20.2584, -0.0019, 0.0007, 0.0013
Si, -1.1682, 9.3842, 21.2454, 0.0023, -0.001, -0.0007
Si, 6.6205, 6.2751, 18.9206, -0.0022, 0.0001, -0.0046
Si, 12.6022, 1.5994, 18.023, -0.0065, -0.0025, 0.0173
Si, 3.7695, -1.3394, 14.6065, 0.003, -0.0009, -0.004
Si, 11.3577, 7.9228, 16.7171, -0.0033, 0.0009, -0.0032
Si, 2.6818, 12.5666, 14.1074, -0.003, 0.0015, -0.0075
Si, 4.9323, -0.5197, 22.6008, -0.0012, -0.0069, 0.0007
Si, 10.9576, 2.4249, 15.5023, 0.0002, -0.0018, 0.0058
Si, 4.1008, 10.8458, 17.3272, 0.0022, -0.0015, -0.0008
Si, 2.9242, 6.8988, 15.9273, -0.0025, -0.0008, 0.006
Si, 3.8133, 3.4728, 12.0718, 0.0002, 0.0019, -0.0068
Si, -1.5768, 7.3714, 18.9997, 0.0041, 0.0031, -0.0057
Si, 6.4866, 1.9631, 12.187, -0.0026, 0.0006, 0.001
Si, 8.9693, 12.4463, 13.558, -0.0016, -0.001, 0.0062
Si, 9.9346, 3.6386, 11.9282, -0.0012, 0.0027, -0.0011
Si, 9.3819, 6.9592, 23.2649, -0.0138, 0.0173, 0.0174
Si, 4.2639, 7.3405, 23.2486, -0.0021, 0.0098, 0.0009
Si, 5.0777, -0.4216, 9.2974, -0.0023, -0.0089, -0.0054
Si, 10.5783, -3.0988, 13.9794, 0.0008, 0.0009, 0.0024
O, 7.2852, 1.7146, 21.9622, 0.0229, -0.0009, -0.0065
O, 3.7556, 9.7797, 18.5363, -0.0129, -0.0079, -0.034
O, 8.9132, 3.79, 21.3072, -0.0149, 0.0054, 0.0122
O, 8.7842, 10.8955, 13.1658, -0.004, 0.0106, -0.0026
O, 9.9442, 8.6637, 19.7961, -0.016, -0.0131, 0.0164
O, 10.9183, 8.7322, 15.3404, 0.0118, -0.0231, 0.0062
O, 13.7957, 8.3091, 10.9513, -0.0005, -0.0063, -0.0269
O, 1.3653, 1.6349, 22.4374, 0.0309, -0.01, 0.0062
O, 3.9849, 4.5512, 13.2879, -0.0069, -0.0327, -0.0012
O, 9.6479, 5.9986, 19.8732, -0.0333, 0.0139, 0.0081
O, 3.5133, -8.218, 21.3258, -0.013, -0.0163, 0.0026
O, 11.9278, 7.64, 13.0381, -0.0225, 0.0033, -0.0107
O, 1.2725, 6.3288, 10.7358, -0.0015, 0.0026, 0.0029
O, 5.1157, 13.8616, 19.2566, -0.0186, -0.008, -0.005
O, 11.3428, -2.0029, 10.8342, 0.0096, -0.0195, -0.008
O, 5.8185, 10.6293, 21.252, 0.0057, 0.0107, 0.0202
O, 9.0063, -1.1535, 10.6278, -0.0081, -0.006, 0.0148
O, 3.0371, 8.1469, 14.8577, -0.0022, -0.0022, 0.0202
O, 3.5569, 13.5982, 15.0799, -0.0067, 0.0108, -0.018
O, -1.089, 1.594, 21.8845, 0.0058, -0.0153, 0.0242
O, 1.3366, 6.6576, 16.2362, 0.0084, 0.0357, 0.0111
O, 3.0365, 4.2081, 10.8401, -0.02, -0.005, 0.018
O, 7.0414, 9.197, 12.2123, 0.005, 0.0236, 0.0024
O, 7.2045, 1.1367, 19.4243, -0.0173, 0.0053, 0.0147
O, 4.7582, -1.7029, 13.3776, -0.0014, 0.0258, -0.0018
O, 0.1414, 10.3023, 21.5577, -0.0185, 0.0132, 0.0152
O, 8.2408, 15.6295, 15.6603, 0.003, -0.0008, 0.0001
O, 2.9854, 2.1434, 12.5739, 0.0182, 0.0258, 0.0181
O, 16.3012, 0.8524, 17.64, -0.013, 0.0103, 0.0139
O, 14.8854, -4.4007, 21.8772, 0.0064, 0.0166, -0.0008
O, 11.4292, 13.1222, 17.0383, 0.0221, -0.0096, -0.0032
O, 8.9732, 14.6606, 10.6112, 0.0079, -0.0304, 0.0116
O, 9.9663, 6.4877, 14.6457, -0.0014, -0.0111, -0.0056
O, -7.3032, 7.4258, 17.2961, -0.0343, 0.016, 0.0022
O, 1.1251, 1.836, 14.4762, 0.0097, 0.0126, 0.0197
O, 1.3826, 8.8215, 17.7345, 0.014, -0.0253, -0.0006
O, 2.4484, 13.7296, 18.8201, 0.0102, -0.0293, 0.004
O, 15.9496, -0.6818, 10.8751, 0.0221, 0.0007, 0.0008
O, 10.7566, 4.0292, 15.2685, -0.0232, -0.0124, -0.0091
O, 7.2943, 1.6414, 10.7936, 0.0113, 0.0213, 0.0124
O, 3.5034, 11.1653, 22.3641, 0.004, 0.0224, -0.002
O, 5.3562, 3.04, 11.7377, -0.0142, -0.0193, 0.0149
O, 3.5011, 5.4298, 15.6129, 0.0038, -0.0051, 0.0025
O, 2.9186, 10.9426, 14.1816, 0.0171, -0.0068, 0.0046
O, -3.3662, 13.311, 13.3524, 0.0301, -0.019, -0.012
O, 7.7382, 7.4728, 18.7803, 0.0121, -0.0287, 0.0177
O, 4.5213, -0.9212, 15.9886, -0.0251, 0.0006, 0.0005
O, 9.2911, 4.5827, 13.0948, 0.0228, -0.0265, -0.0018
O, 4.8603, 8.8158, 22.8828, -0.0068, -0.0003, 0.0004
O, 5.8277, 11.5783, 12.8712, -0.0018, -0.004, -0.0124
O, -1.4025, 1.6843, 15.0873, 0.0142, 0.0144, -0.0297
O, 11.939, 0.6513, 19.1651, 0.0002, -0.0487, -0.0685
O, 3.4671, 4.9425, 19.8506, 0.0124, 0.0007, 0.0117
O, 9.4413, 8.4295, 12.9887, 0.0006, 0.0031, 0.0034
O, 7.1375, 5.2162, 20.0601, 0.0215, 0.0243, -0.0116
O, -0.8584, 7.3639, 17.5463, 0.0132, 0.0112, 0.0118
O, 5.7269, 4.0856, 15.367, -0.001, 0.0033, 0.0139
O, 8.3927, 10.269, 21.1485, 0.0065, 0.0073, 0.0009
O, 10.034, 13.0445, 12.4746, -0.0353, 0.0208, 0.0087
O, 9.8326, 8.2826, 22.4438, -0.0137, -0.0186, -0.0086
O, -10.4207, 4.016, 11.5478, -0.0099, 0.0016, -0.0123
O, 5.2509, -4.0353, 19.5165, -0.0076, -0.019, 0.0096
O, 7.0408, 13.8776, 17.4104, -0.0238, 0.0092, 0.0023
O, 13.6796, 11.7241, 17.0824, 0.0025, -0.0005, 0.0388
O, 3.9815, -1.456, 8.6967, 0.0123, -0.0021, 0.0265
O, 2.7456, 7.5741, 19.7565, 0.0226, -0.005, -0.0124
O, 1.36, 4.1888, 24.8318, 0.0005, 0.0084, -0.0212
O, 6.4542, 16.4712, 17.4795, 0.0186, -0.0117, 0.0121
H, 11.6836, -0.2486, 18.8996, 0.0241, 0.0715, 0.0157

Results
free energy: -137359.545 eV
free energy less fixed offsets of H -17.10, N -388.26, O -569.03, Si -635.61 eV per atom: -0.715 eV

The program warned: the cutoff lies below the one the program advises for these potential files; the exchange-correlation potential is rough where the density is thin.
